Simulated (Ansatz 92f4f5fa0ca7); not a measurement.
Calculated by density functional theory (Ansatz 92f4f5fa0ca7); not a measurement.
Periodic cell of 360 atoms, Si240O120, from a study of silicon, its oxide and their interface. The atomic structure is a simulated model.
Doubt: the cutoff is far below the 930 eV that the study's wrapper takes by default for these files, so forces and energies are approximate.
This geometry differs little from another in the collection (a relaxation step or a small displacement).

Settings: functional PBE; potential files Ansatz PAW; basis plane waves; wave-function cutoff 580 eV; density cutoff ratio 5; exchange-correlation grid ratio 1; k mesh 1 x 1 x 1, Gamma-centred; self-consistency stop 5e-08 eV per atom in the density residual; occupations fixed; spin none; net charge 0.

Cell vectors (angstrom)
a, 11.6015, 0, 0
b, 0, 13.3963, 0
c, 0, 0, 41.3031

Atoms and the computed forces on them: element, x, y, z (angstrom), force x, y, z (eV/angstrom)
Si, 0, 2.2327, 1.1851, -0.0027, 0.0109, 0.0192
Si, 3.8672, 2.2327, 1.1851, 0.005, 0.0155, -0.0107
Si, 7.7343, 2.2327, 1.1851, -0.0178, 0.0012, 0.0235
Si, 1.9336, 5.5818, 1.1851, 0.017, -0.0035, -0.0047
Si, 5.8008, 5.5818, 1.1851, -0.0061, -0.0359, 0.0062
Si, 9.6679, 5.5818, 1.1851, 0.0012, -0.0047, -0.0077
Si, 0, 8.9308, 1.1851, 0.004, -0.0009, 0.0011
Si, 3.8672, 8.9308, 1.1851, -0.0027, -0.0033, -0.0004
Si, 7.7343, 8.9308, 1.1851, -0.0016, -0.0003, -0.008
Si, 1.9336, 12.2799, 1.1851, 0.0213, -0.0037, 0.0065
Si, 5.8008, 12.2799, 1.1851, -0.0102, 0.0138, -0.0081
Si, 9.6679, 12.2799, 1.1851, -0.0127, 0.0083, 0.028
Si, 1.9336, 1.1164, 1.9745, 0.0165, -0.03, -0.009
Si, 5.8008, 1.1164, 1.9745, -0.0016, -0.0319, 0.0065
Si, 9.6679, 1.1164, 1.9745, 0.0111, 0.0114, -0.0134
Si, 0, 4.4654, 1.9745, -0.041, 0.0272, -0.0019
Si, 3.8672, 4.4654, 1.9745, -0.0159, -0.0074, 0.0039
Si, 7.7343, 4.4654, 1.9745, 0.0009, 0.0494, -0.0041
Si, 1.9336, 7.8145, 1.9745, -0.0066, 0.0174, 0.0072
Si, 5.8008, 7.8145, 1.9745, 0.0323, 0.0258, -0.0101
Si, 9.6679, 7.8145, 1.9745, -0.019, 0.0144, 0.0016
Si, 0, 11.1635, 1.9745, 0.0052, -0.0217, -0.0079
Si, 3.8672, 11.1635, 1.9745, 0.0182, -0.018, 0.013
Si, 7.7343, 11.1635, 1.9745, 0.0099, -0.0272, 0.0007
Si, 1.9336, 1.1164, 4.3426, 0.0365, -0.0313, -0.0386
Si, 5.8008, 1.1164, 4.3426, -0.0023, -0.0601, -0.1716
Si, 9.6679, 1.1164, 4.3426, 0.0234, 0.0446, 0.1259
Si, 0, 4.4654, 4.3426, -0.1032, 0.1066, -0.063
Si, 3.8672, 4.4654, 4.3426, -0.0294, 0.0165, -0.2496
Si, 7.7343, 4.4654, 4.3426, -0.0131, 0.1499, 0.0448
Si, 1.9336, 7.8145, 4.3426, 0.0039, 0.0719, -0.1289
Si, 5.8008, 7.8145, 4.3426, 0.0979, 0.0664, -0.0008
Si, 9.6679, 7.8145, 4.3426, -0.0762, 0.0924, 0.1127
Si, 0, 11.1635, 4.3426, 0.0068, -0.0112, 0.1882
Si, 3.8672, 11.1635, 4.3426, 0.0697, -0.0254, 0.0424
Si, 7.7343, 11.1635, 4.3426, 0.0379, -0.0384, 0.1176
Si, 0, 0, 36.9626, 0.3527, -0.1037, 0.282
Si, 3.8672, 0, 36.9626, 0.093, 0.0018, 0.0148
Si, 7.7343, 0, 36.9626, -0.3398, -0.0611, 0.0062
Si, 1.9336, 3.3491, 36.9626, 0.0705, 0.0132, -0.0692
Si, 5.8008, 3.3491, 36.9626, -0.1225, -0.2403, -0.4866
Si, 9.6679, 3.3491, 36.9626, -0.087, 0.2074, 0.0405
Si, 0, 6.6981, 36.9626, -0.0163, 0.0765, 0.2475
Si, 3.8672, 6.6981, 36.9626, 0.0152, -0.0534, -0.1273
Si, 7.7343, 6.6981, 36.9626, -0.0525, 0.0196, 0.0287
Si, 1.9336, 10.0472, 36.9626, -0.0172, -0.0748, 0.0419
Si, 5.8008, 10.0472, 36.9626, 0.0196, 0.0196, -0.0297
Si, 9.6679, 10.0472, 36.9626, 0.0189, -0.071, 0.0528
Si, 0, 0, 39.3307, 0.125, -0.0303, 0.0052
Si, 3.8672, 0, 39.3307, 0.0443, 0.0102, 0.0043
Si, 7.7343, 0, 39.3307, -0.1274, -0.0076, 0.0192
Si, 1.9336, 3.3491, 39.3307, 0.0178, 0.0131, 0.0063
Si, 5.8008, 3.3491, 39.3307, -0.0477, -0.1001, 0.0249
Si, 9.6679, 3.3491, 39.3307, -0.0241, 0.0764, 0.0197
Si, 0, 6.6981, 39.3307, 0.0012, 0.0259, -0.0116
Si, 3.8672, 6.6981, 39.3307, 0.0067, -0.0231, -0.0008
Si, 7.7343, 6.6981, 39.3307, -0.011, 0.0136, -0.008
Si, 1.9336, 10.0472, 39.3307, -0.0025, -0.0277, 0.0031
Si, 5.8008, 10.0472, 39.3307, 0.0098, 0.0094, -0.003
Si, 9.6679, 10.0472, 39.3307, 0.0003, -0.0235, -0.0051
Si, 0, 2.2327, 40.1201, 0.0055, -0.0186, -0.0229
Si, 3.8672, 2.2327, 40.1201, -0.0064, -0.017, 0.008
Si, 7.7343, 2.2327, 40.1201, 0.0195, -0.0075, -0.0229
Si, 1.9336, 5.5818, 40.1201, -0.0202, 0.0066, -0.0006
Si, 5.8008, 5.5818, 40.1201, 0.009, 0.05, -0.0428
Si, 9.6679, 5.5818, 40.1201, 0.0035, 0.0051, 0.014
Si, 0, 8.9308, 40.1201, -0.0038, -0.0069, 0.0246
Si, 3.8672, 8.9308, 40.1201, 0.0043, 0.013, -0.0109
Si, 7.7343, 8.9308, 40.1201, -0.0025, 0.0016, 0.0097
Si, 1.9336, 12.2799, 40.1201, -0.015, 0.0117, 0.0201
Si, 5.8008, 12.2799, 40.1201, 0.0041, -0.0007, 0.0265
Si, 9.6679, 12.2799, 40.1201, 0.0094, -0.0052, -0.0511
Si, 1.9143, -1.1359, 30.6334, -0.12, 0.1309, -0.1529
Si, 3.9762, 0.6026, 29.1896, -0.0268, 0.0191, 0.182
Si, 8.6203, -0.0288, 29.2273, 0.0292, -0.1039, 0.1314
Si, 1.9086, 3.6929, 29.4703, -0.0181, 0.0089, 0.1036
Si, 5.5842, 3.8271, 29.788, -0.0004, -0.0267, 0.0399
Si, 9.5296, 3.5107, 29.6459, 0.0813, 0.0301, 0.0647
Si, -0.2571, 6.8114, 29.8333, 0.0276, -0.0057, 0.0783
Si, 3.684, 7.0993, 29.7137, 0.023, -0.0298, 0.1276
Si, 7.5653, 6.9089, 29.8449, 0.0399, 0.025, 0.0754
Si, 1.7988, 10.0669, 29.8032, 0.006, 0.0641, 0.109
Si, 5.7821, 10.6619, 30.7388, -0.0665, 0.013, 0.0174
Si, 9.7328, 10.1962, 29.8879, -0.0362, 0.048, 0.0863
Si, 0.0028, 2.4127, 29.934, -0.034, 0.0062, 0.0787
Si, 3.7504, 2.5493, 30.4397, 0.0064, -0.0194, -0.0806
Si, 8.0222, 2.326, 30.9531, 0.0606, -0.0238, -0.0397
Si, 1.8031, 5.8226, 30.5065, -0.0186, 0.0013, -0.0591
Si, 5.557, 5.988, 30.5896, -0.0196, 0.0421, -0.0498
Si, 9.4773, 5.6839, 30.6574, 0.0029, 0.0037, -0.0926
Si, -0.0649, 8.9603, 30.6981, 0.0118, -0.0545, -0.0617
Si, 3.826, 9.2521, 30.6943, -0.0281, -0.0363, -0.0768
Si, 7.6952, 9.1938, 30.6673, 0.0649, -0.0735, -0.0555
Si, 0.2383, 13.4721, 29.5972, 0.1924, -0.1106, 0.2418
Si, 6.0977, 11.9038, 28.8177, 0.0625, 0.1185, -0.0025
Si, 10.0516, 12.3609, 30.7318, -0.0735, 0.048, -0.1256
Si, 0.0278, 2.2476, 33.2215, 0.0423, 0.0257, -0.0213
Si, 3.8894, 2.2575, 32.8345, -0.0016, -0.0354, 0.0455
Si, 7.8256, 2.12, 33.2313, -0.0066, -0.0048, 0.0201
Si, 1.8752, 5.5829, 32.9133, 0.0088, 0.0071, 0.0067
Si, 5.7344, 5.6236, 32.953, -0.0177, 0.0298, -0.0081
Si, 9.6072, 5.5291, 33.0163, 0.005, 0.0104, 0.0216
Si, -0.0132, 8.9088, 33.0518, 0.0051, 0.0096, 0.0008
Si, 3.8, 8.8997, 33.0322, 0.0223, -0.0033, 0.0061
Si, 7.7878, 8.8992, 33.0178, -0.0093, 0.0057, 0.0101
Si, 1.9134, 12.2658, 33.014, 0.0146, -0.0275, -0.0045
Si, 5.7965, 12.0012, 32.8464, 0.0097, -0.0023, 0.0114
Si, 9.6983, 12.2969, 33.0649, -0.0345, 0.005, 0.0135
Si, 2.0072, 1.1156, 33.7888, 0.0006, 0.0118, 0.018
Si, 5.7897, 0.9645, 33.6011, -0.0069, 0.0241, 0.0001
Si, 9.7455, 1.066, 33.9883, -0.0119, -0.0208, -0.0199
Si, -0.0224, 4.5017, 33.8405, -0.0055, -0.0275, 0.0106
Si, 3.8273, 4.4686, 33.7333, -0.0061, -0.0163, 0.0213
Si, 7.6584, 4.437, 33.793, 0.026, -0.0169, 0.0486
Si, 1.9044, 7.7669, 33.8103, -0.0019, -0.0004, 0.0096
Si, 5.7959, 7.835, 33.7859, -0.0047, 0.008, 0.0296
Si, 9.6708, 7.758, 33.8211, -0.0012, -0.0125, 0.0119
Si, -0.0007, 11.1421, 33.8363, 0.0094, 0.0128, 0.0313
Si, 3.8348, 11.1161, 33.8202, 0.0018, 0.0234, 0.0459
Si, 7.7641, 11.1207, 33.8123, -0.0159, 0.024, 0.0049
Si, 1.949, 1.1165, 36.1683, -0.0091, 0.0034, -0.0198
Si, 5.7866, 1.0839, 36.0656, 0.0046, 0.0096, -0.0011
Si, 9.6773, 1.1038, 36.2879, -0.0006, 0.0085, -0.0032
Si, 0.0014, 4.479, 36.1962, -0.0013, -0.0063, -0.0097
Si, 3.8599, 4.4642, 36.1357, 0.0018, 0.0044, -0.0049
Si, 7.7194, 4.4729, 36.1633, 0.0082, 0.0128, 0.0001
Si, 1.9292, 7.8061, 36.1763, 0.0047, 0.0027, 0.0052
Si, 5.8007, 7.8194, 36.1614, 0.0011, -0.003, 0.0001
Si, 9.6696, 7.8073, 36.1821, -0.0052, 0.01, 0.0049
Si, -0.0001, 11.1616, 36.1923, 0.0027, -0.0095, -0.0061
Si, 3.8616, 11.1644, 36.1825, 0.012, 0.0039, -0.014
Si, 7.7427, 11.1647, 36.1775, -0.0082, -0.0022, -0.0062
Si, 0.0073, 0.0037, 5.1402, -0.0097, 0.0006, 0.0198
Si, 3.8729, 0.0004, 5.1264, 0.0071, -0.0017, 0.0051
Si, 7.7307, 0.0013, 5.1304, -0.0047, -0.005, -0.0095
Si, 1.9284, 3.3543, 5.0947, 0.0046, -0.0065, 0.0052
Si, 5.7938, 3.3457, 5.0933, 0.0094, -0.0183, 0.0091
Si, 9.6617, 3.359, 5.1373, -0.0053, -0.0044, 0.007
Si, 0.0032, 6.7091, 5.1249, 0.0056, -0.0043, -0.0059
Si, 3.8688, 6.699, 5.0946, -0.0038, -0.0023, 0.0056
Si, 7.7316, 6.7077, 5.1632, 0.006, 0.0111, 0.0181
Si, 1.942, 10.0453, 5.139, -0.0135, -0.0093, 0.0168
Si, 5.8037, 10.0484, 5.151, 0.0034, 0.0023, 0.0126
Si, 9.6696, 10.0493, 5.1698, 0.0034, 0.0019, 0.0034
Si, 0.0204, 0.0292, 7.5152, -0.0006, 0.0105, 0.01
Si, 3.8914, 0.0031, 7.493, -0.0302, -0.0172, -0.0019
Si, 7.7302, 0.0335, 7.4957, 0.0084, 0.0018, -0.0128
Si, 1.8881, 3.3866, 7.4363, -0.0073, -0.0058, 0.007
Si, 5.7449, 3.3329, 7.4373, 0.0038, 0.0158, -0.0333
Si, 9.6339, 3.4185, 7.5093, 0.0162, 0.0033, -0.0182
Si, 0.0204, 6.7706, 7.4869, -0.014, -0.0169, -0.0242
Si, 3.8896, 6.6974, 7.4388, 0.0197, 0.0075, 0.0135
Si, 7.7313, 6.746, 7.557, -0.0091, -0.0272, -0.0131
Si, 1.9857, 10.0455, 7.5186, 0.0103, 0.0291, -0.0454
Si, 5.8369, 10.0688, 7.5369, -0.0086, -0.0188, -0.026
Si, 9.6825, 10.0782, 7.5703, -0.0005, 0.0063, -0.0332
Si, -0.0315, 2.2935, 8.2588, 0.0032, -0.0155, -0.0239
Si, 3.787, 2.2483, 8.2142, -0.0257, -0.01, 0.0119
Si, 7.6826, 2.2799, 8.242, 0.0028, 0.0088, -0.0127
Si, 1.9472, 5.618, 8.211, 0.0036, -0.0149, 0.0035
Si, 5.785, 5.5394, 8.2258, 0.0478, 0.0032, 0.0618
Si, 9.7031, 5.671, 8.2983, -0.0188, 0.0033, -0.0004
Si, 0.048, 8.9833, 8.3386, 0.0052, 0.0145, -0.0521
Si, 3.9259, 8.8885, 8.2927, 0.0198, 0.0058, 0.0416
Si, 7.7475, 8.9766, 8.426, -0.0267, 0.0159, 0.0159
Si, 1.9735, 12.2863, 8.2839, -0.0051, -0.004, 0.0557
Si, 5.8223, 12.2984, 8.3408, -0.0126, -0.0033, -0.0375
Si, 9.6713, 12.3477, 8.2924, 0.0299, 0.0116, 0.0245
Si, -0.2464, 2.5658, 10.5854, 0.0927, -0.1059, 0.107
Si, 3.7843, 4.4791, 11.4609, 0.1447, 0.0236, -0.1473
Si, 7.4926, 2.0952, 10.5662, 0.002, -0.0342, 0.0375
Si, 1.991, 5.6011, 10.5582, 0.008, -0.0375, 0.0493
Si, 5.7288, 5.3194, 10.5747, -0.2344, 0.2322, -0.0036
Si, 11.6806, 4.7062, 11.4215, -0.0335, -0.0186, -0.0632
Si, 0.1449, 8.9051, 10.7042, -0.0149, -0.0322, 0.1377
Si, 1.9738, 7.71, 11.4905, -0.0179, 0.0864, -0.0798
Si, 7.8962, 11.5232, 11.5419, -0.0446, 0.0792, -0.0311
Si, 2.2829, 11.9314, 10.6021, 0.0334, 0.1074, -0.0301
Si, 5.8152, 12.2215, 10.7247, 0.0011, 0.0184, 0.07
Si, 7.998, 9.3424, 10.8008, -0.0108, -0.2453, 0.046
Si, 2.2726, 1.3181, 11.9907, -0.0281, -0.0333, -0.1527
Si, 5.5861, 1.0774, 11.329, -0.0207, -0.0345, -0.0545
Si, 9.5112, 1.4355, 11.3571, 0.0111, -0.0189, -0.0531
Si, -1.7739, 5.8588, 10.6592, -0.097, -0.0982, 0.0686
Si, 3.817, 2.3475, 10.5557, -0.0913, 0.0128, 0.1221
Si, 7.2987, 4.1091, 11.6639, 0.2046, 0.0785, -0.045
Si, 3.9059, 8.6812, 10.6633, 0.0886, -0.043, 0.1008
Si, 5.6355, 7.9478, 12.046, -0.4293, -0.0123, -0.0962
Si, 9.7823, 8.02, 11.5446, 0.0035, 0.0636, -0.1084
Si, 0.5366, 10.9684, 11.7308, 0.0047, -0.026, -0.0479
Si, 4.0994, 10.8158, 11.4154, -0.1414, 0.0302, -0.1907
Si, 9.6481, 12.6615, 10.6351, 0.0924, -0.0178, -0.003
O, 3.7406, 4.3365, 13.1039, -0.053, -0.0226, 0.1228
O, 5.2501, 7.6252, 13.6072, 0.0418, -0.0133, 0.1192
O, 9.4677, 1.5193, 13.0216, 0.0225, -0.0011, 0.0714
O, 9.9377, 8.0501, 13.2066, -0.0104, 0.003, 0.1201
O, 2.3895, 1.4048, 13.6039, -0.0187, 0.0186, 0.036
O, 5.4879, 1.4454, 12.9477, 0.0124, 0.0106, 0.0344
O, 1.9882, 7.641, 13.1388, 0.0087, -0.0182, 0.0898
O, 0.8494, 11.0349, 13.3653, -0.0154, 0.0491, 0.0875
O, 3.8293, 10.7583, 13.068, 0.0412, -0.0012, 0.0934
O, 0.2448, 4.6602, 13.0855, -0.0499, -0.0223, 0.1106
O, 7.0234, 4.3285, 13.2883, 0.0408, 0.0367, 0.0626
O, 7.9988, 11.4349, 13.1995, 0.066, -0.041, 0.0984
O, 6.0935, 3.5429, 28.2467, 0.05, -0.0122, -0.0295
O, 1.8536, 9.9445, 28.1407, -0.0202, -0.0286, -0.0659
O, 9.4413, 0.6928, 27.9813, 0.0269, 0.0179, -0.0384
O, 10.9594, 6.9394, 28.2085, 0.0032, 0.009, -0.0827
O, 7.5848, 6.667, 28.2013, -0.0386, -0.0286, -0.0724
O, 0.2145, 13.0001, 27.9881, -0.1152, 0.0281, -0.1384
O, 9.8784, 10.2662, 28.2349, 0.0016, -0.0135, -0.0633
O, 3.5407, 7.092, 28.0481, 0.007, -0.001, -0.1398
O, 5.627, 10.9774, 27.5512, -0.0154, -0.0417, -0.0771
O, 8.8096, 3.4022, 28.157, -0.0738, -0.0076, -0.027
O, 2.0121, 3.8685, 27.8246, -0.0018, 0.0249, -0.0906
O, 3.1591, 0.9427, 27.8035, -0.0552, -0.0091, -0.1187
Si, 7.6922, 11.6002, 21.1017, -0.0014, -0.0003, -0.0201
Si, 4.6107, 11.1838, 14.4287, -0.0007, -0.0229, -0.0013
Si, 10.0757, 10.5925, 26.6522, 0.0326, 0.0503, 0.0077
Si, 5.0288, 8.4027, 15.0459, -0.0049, -0.015, -0.0264
Si, 2.7759, 1.682, 15.1559, 0.0062, 0.0052, -0.0301
Si, 7.4244, 3.3583, 27.2927, 0.0142, -0.0122, -0.0052
Si, 8.8977, 8.1738, 25.2111, 0.0203, -0.004, -0.0184
Si, 1.2552, 13.015, 17.0589, 0.0048, -0.0025, -0.0063
Si, 8.4541, 7.6561, 19.54, -0.0134, -0.0116, -0.0098
Si, 8.8892, 2.2093, 20.4604, 0.004, 0.0089, 0.0135
Si, 5.5501, 0.6921, 14.3805, -0.0355, -0.0072, -0.0096
Si, 1.3862, 9.5213, 26.6329, -0.0152, -0.0061, 0.0354
Si, 11.0197, 4.2381, 14.4377, -0.0353, 0.0178, -0.0527
Si, 7.0658, 6.1853, 26.723, -0.0819, -0.0189, 0.0467
Si, 3.8134, 9.1129, 19.1026, 0.0032, -0.0153, -0.001
Si, 6.3515, 1.0016, 25.4841, 0.0263, 0.0298, -0.0103
Si, 10.4398, 1.2643, 14.307, -0.0058, 0.018, -0.039
Si, 11.2164, 6.4858, 19.3956, 0.0058, -0.0082, 0.0253
Si, 7.9487, 5.0903, 14.4124, 0.0205, 0.0064, 0.0117
Si, -0.0731, 3.5431, 20.4149, -0.0091, 0.0057, 0.0037
Si, 3.8384, 11.6233, 17.3082, -0.0129, 0.0018, -0.0312
Si, 7.0216, 1.9179, 18.2804, -0.003, 0.0009, 0.0147
Si, 8.5972, 10.9474, 14.642, -0.0215, -0.0212, -0.0483
Si, 6.0537, 4.376, 16.6375, -0.0209, 0.0008, -0.0181
Si, 8.0788, 0.2189, 15.9674, -0.0053, -0.0021, 0.0334
Si, 10.5992, 13.4838, 26.978, 0.0245, -0.0376, 0.0138
Si, 11.3843, 6.6994, 16.2296, -0.0108, 0.0021, 0.0198
Si, 3.8404, 9.3343, 24.8289, -0.0264, -0.0118, -0.0233
Si, 5.8055, 7.1017, 17.8332, 0.0133, -0.0037, -0.0143
Si, -0.2756, 0.9419, 19.4714, -0.0068, 0.0078, 0.0116
Si, 3.9105, 13.2287, 21.7147, -0.0024, 0.0093, -0.0095
Si, 1.0295, 9.1308, 20.1483, -0.0056, -0.0086, -0.0044
Si, 3.952, 6.6177, 26.5216, 0.0099, -0.0324, 0.0241
Si, 3.4956, 13.9455, 26.2434, -0.0279, 0.0385, 0.0122
Si, 0.8785, 1.6914, 25.04, -0.0038, 0, 0.0159
Si, 3.2799, 10.1337, 21.8996, -0.0023, 0.0089, -0.0179
Si, 1.2486, 1.4804, 21.9889, 0.0109, 0.006, 0.003
Si, 6.9489, 14.1433, 22.4952, 0.0021, 0.0143, -0.0062
Si, 8.4501, 8.9007, 22.1277, 0.0066, -0.003, -0.0202
Si, 11.6069, 11.8909, 14.4892, 0.0404, -0.0428, -0.0022
Si, 5.2968, 11.6069, 26.0762, 0.0137, 0.0173, 0.0321
Si, 9.9548, 10.0999, 20.1295, 0.0033, 0.0157, -0.0014
Si, 5.4667, 12.9947, 19.2937, -0.0133, 0.0008, 0.0001
Si, 2.2817, 7.4015, 14.719, 0.0408, -0.0272, -0.0422
Si, 1.6805, 4.4833, 26.3474, 0.0193, -0.0039, 0.0268
Si, 3.5344, 4.49, 14.7119, -0.0176, 0.0216, -0.047
Si, -0.1481, 6.912, 26.6514, -0.008, -0.0065, 0.045
Si, 9.0366, 7.902, 14.5727, 0.0443, 0.0251, -0.0384
O, 7.766, 1.8544, 21.6, -0.0053, -0.0067, 0.0007
O, 9.5536, 0.7835, 15.5816, -0.025, -0.0242, 0.0019
O, 0.1791, 5.0805, 19.9974, -0.0048, -0.0011, -0.0049
O, 2.4438, 12.2478, 17.8725, 0.003, -0.0039, 0.0048
O, 5.6268, 5.4802, 17.7641, 0.0201, 0.0359, 0.0028
O, 0.3292, 5.3976, 26.3106, 0.0084, 0.0047, -0.0029
O, 9.584, 6.4773, 19.482, -0.0038, 0.0071, -0.0043
O, 4.0455, 13.0382, 20.1008, 0.0079, -0.0061, -0.0005
O, 2.6302, 3.2938, 15.3587, -0.0038, -0.0297, 0.0088
O, 0.0783, 2.5209, 19.1291, 0.0007, -0.0125, -0.015
O, 7.7944, 0.7121, 17.4863, 0.002, 0.0026, -0.0037
O, 5.7696, 7.6839, 16.2981, 0.0133, -0.0252, 0.057
O, 2.155, 0.7518, 25.38, -0.0375, 0.0295, -0.0086
O, 2.9665, 5.4271, 25.9507, 0.0128, 0.0169, 0.0067
O, 4.1839, 10.162, 17.9231, 0.0009, -0.0017, 0.0015
O, 4.3359, 1.1983, 15.3454, -0.009, 0.003, -0.0088
O, 3.6665, 9.2471, 23.2121, -0.002, 0.0081, -0.0079
O, 3.8571, 12.3685, 26.1361, 0.0219, -0.0343, -0.0052
O, -0.0883, 5.1545, 15.6894, -0.0182, 0.0248, -0.0092
O, 4.1935, 9.6867, 20.5993, -0.0018, -0.0005, 0.0066
O, 8.9924, 9.6891, 25.8292, -0.0187, -0.0351, -0.0059
O, 6.154, 2.9166, 17.3423, 0.0116, 0.0053, -0.0116
O, 5.4566, 6.0435, 26.645, 0.0719, 0.0368, 0.0121
O, 7.9242, 6.7313, 14.2683, 0.0083, -0.0609, -0.0145
O, 7.4849, 4.7189, 15.9308, -0.0256, -0.0066, 0.0066
O, 9.7341, 0.8993, 19.8994, -0.0028, 0.0005, -0.0004
O, 9.1073, 11.4915, 20.2553, -0.0099, -0.0065, 0.008
O, 7.6039, 7.3245, 25.7049, 0.0017, 0.0061, 0.0159
O, 11.2287, 2.6388, 14.7128, -0.013, 0.0197, -0.0095
O, 6.0274, 1.1244, 19.3004, 0.0039, 0.0007, -0.0055
O, 4.6272, 7.7406, 18.7683, 0.0164, -0.0069, -0.005
O, 8.6367, 8.3189, 23.6149, -0.0072, 0.0084, -0.0119
O, 11.6225, 6.6715, 17.8329, -0.0019, 0.0014, -0.0099
O, 0.9244, 7.6477, 15.563, -0.0055, -0.0147, -0.016
O, 8.3376, 9.3446, 14.9317, 0.0043, 0.0317, -0.0057
O, 9.934, 9.41, 21.6289, -0.0011, -0.0051, 0.01
O, -0.0051, 10.2296, 26.2077, -0.0004, -0.0135, 0.0038
O, 5.3537, 0.4281, 22.2255, 0.0058, -0.0036, 0.0068
O, 2.7915, 0.9498, 22.1247, -0.0093, -0.0037, 0.0095
O, -0.092, 10.2432, 19.6644, 0.0013, 0.0003, 0.002
O, 2.5096, 9.9549, 25.546, 0.0381, -0.0027, -0.0145
O, 6.9903, 0.9979, 15.0401, 0.0312, -0.006, 0.0013
O, 5.135, 10.3243, 25.0837, -0.0065, -0.0112, 0.006
O, 8.0011, 11.9775, 15.7899, 0.0093, 0.0227, -0.0108
O, 0.126, 0.0454, 18.1739, -0.0003, 0.0037, -0.0014
O, 7.5792, 4.6759, 26.3249, -0.0213, 0.0448, 0.0023
O, 9.9503, 7.3834, 15.8291, 0.0361, -0.0249, 0.0157
O, 2.198, 8.8917, 19.0367, 0.0018, 0.0002, -0.0008
O, 10.2055, 11.1068, 14.6439, -0.0421, 0.0132, -0.0247
O, 11.4691, 13.4418, 13.9771, -0.0352, 0.0085, -0.0009
O, 4.9735, 4.402, 15.4363, 0.0413, -0.007, 0.0191
O, 1.1459, 7.9019, 26.5105, -0.0023, 0.0205, 0.0071
O, 0.2803, 7.679, 20.3056, -0.0011, 0.0027, -0.0101
O, 9.9895, 3.3112, 21.0021, 0.0026, -0.0069, -0.0026
O, 9.9297, 12.1783, 26.2532, -0.0055, -0.0291, 0.0074
O, 7.4359, 10.1874, 21.9155, 0.0029, 0.0054, 0.0143
O, 2.8124, 5.8966, 15.027, -0.0154, 0.0224, -0.0206
O, 1.0719, 3.0493, 21.4961, 0.0005, -0.0036, 0.0096
O, 10.2579, 7.3502, 25.6276, -0.0413, 0.0167, -0.013
O, 7.7637, 12.7479, 22.2562, -0.0022, -0.0093, 0.0059
O, 0.5426, 0.5239, 20.8489, -0.0052, -0.002, -0.0058
O, 5.4936, 12.4906, 14.0868, -0.014, 0.0261, -0.003
O, 6.5044, 11.953, 20.0259, 0.0017, 0.0073, 0.0088
O, 7.2579, 7.3978, 18.4912, -0.0354, -0.0124, -0.0047
O, 6.9946, 14.6982, 24.0209, 0.0016, -0.014, -0.0031
O, 5.1145, 12.551, 17.7584, 0.0108, 0.0024, -0.004
O, 8.0673, 2.8051, 19.1691, -0.0119, -0.002, -0.0203
O, 0.5326, 1.4341, 23.4659, 0.0068, -0.0026, -0.0204
O, 3.6493, 11.5582, 15.6883, -0.0072, 0.0059, 0.0344
O, 4.7628, 1.4173, 25.6486, 0.0219, -0.0023, 0.0066
O, 7.9185, 7.7357, 21.0951, -0.0005, -0.0007, 0.0008
O, 4.0365, 7.8425, 25.4496, 0.0106, 0.0266, 0.0012
O, 9.152, 9.0868, 19.1144, -0.0043, -0.0067, 0.0035
O, 3.5069, 11.728, 22.2797, -0.0013, -0.0188, 0.0116
O, 0.6601, 11.9444, 15.9804, 0.008, 0.0167, 0.0081
O, 3.4093, 8.4397, 15.2813, -0.0039, -0.0032, -0.0028
O, 7.24, 1.9466, 26.4896, -0.0311, -0.0031, -0.0135
O, 9.4478, 4.5261, 14.1983, 0.0475, 0.0115, -0.0111
O, -0.4297, 1.2117, 25.9345, 0.0449, 0.0274, -0.0206
O, 1.3371, 3.2424, 25.3346, -0.0158, -0.0337, -0.006
O, 5.5607, 9.9418, 14.9074, -0.0129, -0.0127, -0.0097
O, 6.4287, 12.7526, 25.6997, -0.0154, -0.0021, 0.0095
O, 1.8398, 0.9278, 16.2542, -0.0201, -0.0217, 0.0164
O, 1.7269, 9.738, 21.5066, 0.0058, -0.0003, 0.0085
O, -11.6766, -24.4635, 31.5853, -0.0117, 0.0128, 0.0117
O, 10.8516, 25.3343, 11.4947, -0.031, 0.0111, -0.0427
O, 19.2957, -14.6007, 28.5763, -0.0904, -0.0498, -0.0442
O, -8.1893, 26.1338, 30.0783, 0.1473, -0.045, 0.0134
O, 23.9443, 28.4196, 11.5458, 0.0213, 0.0407, -0.0666
O, 6.3146, -6.6764, 11.261, 0.3853, -0.3314, -0.1173
O, 18.4164, 9.0533, 11.9748, 0.1194, 0.2334, 0.0136
O, -3.9623, 14.4219, 29.998, -0.0423, 0.0322, -0.0241
O, 8.6931, 18.3009, 11.3629, -0.0088, -0.0104, -0.0374
O, 5.4255, 0.0153, 28.7046, 0.0715, -0.0324, -0.0481
O, -16.4939, 16.7038, 30.8647, -0.0406, 0.0054, -0.0381
O, 14.2147, -13.6192, 11.6531, -0.0625, 0.0581, 0.0234

Results
free energy: -220810.556 eV
free energy less fixed offsets of O -568.88, Si -635.61 eV per atom: 1.444 eV

The program warned: the cutoff lies below the one the program advises for these potential files; the exchange-correlation potential is rough where the density is thin.
